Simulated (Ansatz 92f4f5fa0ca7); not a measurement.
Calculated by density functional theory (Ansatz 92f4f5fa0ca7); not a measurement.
Periodic cell of 234 atoms, Si128O62H32N12, with a vacuum gap, from a study of silicon, its oxide and their interface. The atomic structure is a simulated model.

Settings
functional: r2SCAN
potential files: Ansatz PAW
basis: plane waves
wave-function cutoff: 800 eV
density cutoff ratio: 5
exchange-correlation grid ratio: 1
k mesh: 1 x 1 x 1, shifted by 0.5 0.5 0 of a step
self-consistency stop: 1e-11 eV per atom in the density residual
occupations: fixed
spin: none
net charge: 0
applied field: sawtooth along c, amplitude -0.015 V/angstrom in the program's sign convention, ramp centred at 0.9877 of c and 0.0246 of c wide, no dipole correction

Cell vectors (angstrom)
a  10.8904  0  0
b  0  10.8904  0
c  0  0  40.6642

Atoms: element, x, y, z (angstrom)
Si  4.075  3.7133  27.1026
Si  7.6006  5.7001  26.8526
Si  4.223  8.6574  27.3094
Si  6.3908  1.4072  26.8751
Si  -1.1325  3.3771  27.0093
Si  1.7316  6.0272  27.2265
Si  10.4587  8.3623  26.9563
Si  1.0522  1.0336  26.7331
Si  5.7402  4.8676  28.2739
Si  8.608  7.3886  28.1549
Si  5.6148  -0.5684  28.2142
Si  8.2423  2.0672  28.2524
Si  0.2311  4.675  28.3997
Si  2.9197  7.3967  28.6927
Si  11.1352  10.2168  28.2872
Si  2.763  2.0568  28.1631
Si  4.4095  6.0651  29.8212
Si  7.0833  8.8326  29.4564
Si  4.1578  0.6631  29.5859
Si  6.9551  3.4108  29.686
Si  9.762  6.0717  29.7089
Si  12.4271  8.9036  29.8031
Si  9.5941  11.4636  29.5859
Si  1.5214  3.2901  29.7223
Si  2.9417  4.6546  31.0412
Si  5.746  7.5256  31.0077
Si  2.9263  -0.6636  31.0945
Si  5.5617  1.9929  30.9655
Si  8.3441  4.7423  31.0373
Si  11.0642  7.4599  31.0668
Si  8.3208  10.1062  30.9882
Si  10.9849  1.9436  30.9969
Si  1.2855  -1.3619  9.6426
Si  4.0546  1.2975  9.5848
Si  1.3034  4.0351  9.5928
Si  4.0919  -4.1603  9.6642
Si  6.7025  -1.4412  9.5676
Si  -1.2877  1.3732  9.6892
Si  6.9306  4.1566  9.7011
Si  -1.3967  -4.0862  9.6731
Si  2.6463  -0.0323  10.9832
Si  5.4927  2.6903  10.7982
Si  2.6451  5.353  10.9262
Si  5.4612  -2.832  11.04
Si  -2.795  -0.0495  10.787
Si  0.0921  2.7328  11.1341
Si  8.3091  5.4825  11.2293
Si  -0.1552  -2.6431  11.0315
Si  1.3734  1.2695  12.5174
Si  4.0203  3.8286  12.1412
Si  1.282  -4.0373  12.2162
Si  4.0004  -1.4367  12.2536
Si  -4.0121  1.3799  12.1192
Si  -1.1433  4.1213  12.6418
Si  6.8646  -4.0891  12.6023
Si  -1.7002  -1.3557  12.3485
Si  -0.5097  0.2126  13.5304
Si  3.2687  2.0844  13.7458
Si  0.5788  -5.4666  13.9009
Si  2.9113  -3.0918  13.5745
Si  5.4925  -0.0616  13.3063
Si  -2.5994  2.548  13.6108
Si  5.1004  5.4672  13.3719
Si  -3.3057  -2.2568  14.0876
Si  5.9178  7.5322  25.1857
Si  -1.7558  1.1561  16.1079
Si  4.3164  -4.4838  22.7506
Si  5.1523  5.072  20.1372
Si  -0.2171  1.9894  24.2777
Si  8.8393  2.6746  18.501
Si  7.4331  -5.4765  18.0661
Si  4.5331  2.1456  24.6616
Si  3.2375  9.0065  22.2182
Si  4.364  -0.2944  18.2543
Si  10.8208  10.1754  24.5613
Si  6.0363  -0.2856  24.6328
Si  8.6626  -2.6842  17.1656
Si  0.3344  -1.7782  21.6468
Si  13.8741  10.3236  25.0076
Si  9.9644  -4.3413  21.1148
Si  8.5614  9.0615  20.2113
Si  7.5207  -0.0414  18.1312
Si  12.9432  10.7775  20.0605
Si  10.9946  -1.0426  16.157
Si  4.0293  -8.7042  16.71
Si  6.1756  -6.9778  15.6841
Si  13.5224  4.4912  24.6313
Si  11.0676  4.0928  19.909
Si  2.139  -1.8945  17.7646
Si  6.023  10.4498  21.6633
Si  2.8183  4.4815  18.2301
Si  10.8715  4.4085  22.9194
Si  3.1867  4.3787  15.277
Si  4.8749  2.3983  21.7055
Si  1.76  -4.276  16.2293
Si  12.5049  2.2737  21.7575
Si  4.2421  3.3  32.4073
Si  7.0149  6.1029  32.4
Si  4.3216  -2.0608  32.3775
Si  6.9309  0.5954  32.3119
Si  9.6739  3.3433  32.3756
Si  12.4543  6.0623  32.3629
Si  9.668  8.7754  32.3971
Si  1.4876  0.6382  32.4039
Si  5.608  4.6997  33.6941
Si  8.3579  7.4172  33.7921
Si  5.6379  -0.7292  33.7758
Si  8.292  1.9538  33.6838
Si  11.0622  4.704  33.7294
Si  2.9277  7.4364  33.6944
Si  0.1452  -0.7597  33.7266
Si  2.8658  1.9753  33.7771
Si  1.3812  1.3654  6.8883
Si  4.1224  4.0878  6.9718
Si  1.3502  -4.0954  6.9666
Si  4.0335  -1.4001  6.8886
Si  6.839  1.36  6.9814
Si  -1.3515  4.0805  6.8952
Si  6.7881  -4.0844  6.8919
Si  9.517  -1.3427  6.9561
Si  0.0156  0.0358  8.2643
Si  2.7176  2.7076  8.2642
Si  -0.0451  -5.4545  8.2904
Si  2.7056  -2.7454  8.336
Si  5.3943  -0.0578  8.2172
Si  8.2376  2.7416  8.3274
Si  5.5063  5.4451  8.3106
Si  8.1373  -2.7488  8.2662
O  4.1468  -4.1204  13.4743
N  5.2217  2.6253  26.1848
O  3.6373  5.2038  23.5742
O  9.9184  3.288  23.6444
O  7.0999  6.4645  25.4747
N  10.8469  2.2962  26.0128
O  13.3916  -3.2787  15.1627
O  -0.002  -0.9645  14.5617
O  10.0653  9.1592  25.5749
O  9.9302  5.6681  22.4978
O  6.4216  -1.092  14.2113
O  3.1941  9.4793  26.3615
O  10.3918  0.3384  16.7286
O  2.0858  -6.172  14.1043
O  11.949  1.7966  23.2128
O  6.9541  0.7473  25.4761
O  8.0678  -6.821  18.6971
N  4.8712  -6.1879  14.9122
N  2.8454  4.9278  26.2816
O  3.2406  2.3669  21.7454
O  3.1979  7.3937  22.1306
O  10.2109  -2.3306  16.7667
O  -3.0913  11.1961  16.555
N  -1.5925  1.3327  14.4173
N  3.0757  -8.2107  15.3804
O  5.3074  13.4766  23.2823
O  5.191  5.9202  21.5016
O  9.8825  0.5678  24.1937
O  7.2838  3.3153  14.6588
N  4.3997  0.4081  24.7108
O  -2.8176  1.2871  18.9361
N  12.2702  10.9338  25.2685
O  -2.972  -2.5772  15.6867
O  4.8955  7.4245  26.4339
O  0.396  -4.7843  15.4195
O  7.238  -1.1141  20.8331
O  5.5836  -8.2134  16.5582
O  1.3562  -1.0095  18.8884
O  12.0205  4.7399  24.0489
O  12.1826  12.1335  20.5253
O  3.9858  0.6153  16.9821
O  4.4548  0.9742  14.069
O  6.2643  -5.1761  19.1468
O  14.6379  9.1108  17.972
O  3.5513  0.2509  19.5546
O  0.3404  -3.3523  21.2742
O  11.5949  -3.6933  26.5405
O  6.2862  9.1132  25.2061
O  8.6784  4.5181  26.3742
O  10.1715  2.85  19.3809
O  5.3644  3.5381  20.6576
O  11.019  9.3012  23.2316
O  6.6094  -0.3056  23.1468
N  8.2933  -1.5683  18.4889
O  9.955  9.7443  20.8022
O  3.0854  2.909  24.6478
O  1.3517  4.3204  18.8467
O  10.2022  5.4673  19.9453
O  1.6532  7.4529  17.6282
O  8.3904  -4.1726  17.7936
N  11.642  3.751  21.4957
O  -4.0082  -5.8629  16.6041
O  -1.7672  2.5679  16.8974
O  3.4457  3.0033  17.987
O  13.8955  9.2775  23.7908
N  12.8302  9.7049  21.3692
O  5.2917  7.2168  23.7464
O  1.6794  -1.1258  16.427
O  5.5931  1.0417  21.1783
O  3.746  5.2147  19.3381
N  2.6884  5.2326  16.6772
O  15.5684  9.5293  21.6691
O  8.6851  -3.3997  20.7108
O  5.9461  10.6368  18.4499
H  6.3961  3.8455  34.6265
H  4.7874  5.5226  34.6265
H  7.5361  8.239  34.7246
H  9.1763  6.592  34.7246
H  4.7898  0.0654  34.7082
H  6.4525  -1.5582  34.7082
H  7.456  2.7611  34.6163
H  9.1206  1.1389  34.6163
H  11.8757  3.874  34.6618
H  10.2397  5.5251  34.6618
H  3.7334  6.5988  34.6268
H  2.0851  8.2369  34.6268
H  0.9724  -1.5761  34.659
H  -0.6788  0.0599  34.659
H  2.0463  2.7994  34.7096
H  3.6812  1.1471  34.7096
H  0.5755  2.2029  5.9559
H  2.2018  0.5424  5.9559
H  3.3078  4.9167  6.0394
H  4.9442  3.266  6.0394
H  0.5348  -3.2673  6.0341
H  2.1983  -4.8901  6.0341
H  4.8695  -2.2075  5.9562
H  3.2454  -0.5459  5.9562
H  7.6615  0.5389  6.049
H  6.0206  2.1851  6.049
H  -0.5089  3.28  5.9628
H  -2.1787  4.8969  5.9628
H  5.9594  -3.2695  5.9595
H  7.6121  -4.904  5.9595
H  10.3365  -2.1669  6.0236
H  8.7035  -0.5127  6.0236

Results
free energy: -122371.280 eV
free energy less fixed offsets of H -15.71, N -386.36, O -570.45, Si -639.56 eV per atom: -0.660 eV

Forces (eV/angstrom), in the order of the atoms: element, x, y, z
Si  -0.0019  -0.0009  0.0002
Si  -0.0117  -0.0031  0.01
Si  -0.013  -0.0004  0.0018
Si  0.0117  0.0017  0.0012
Si  0.0012  0.0049  0.0038
Si  0.0047  0.0039  0.0033
Si  0.0041  0.0147  0.0056
Si  -0.0001  -0.0064  0.0112
Si  0.0011  -0.0046  -0.0165
Si  0.0051  0.0032  -0.0102
Si  0.0001  -0.0038  -0.0129
Si  -0.0084  -0.006  -0.014
Si  0.0041  0.0021  -0.0131
Si  0.0051  0.0013  -0.0202
Si  -0.007  -0.0107  -0.0156
Si  -0.0001  0.0092  -0.0155
Si  -0.007  -0.0002  0.0064
Si  -0.0138  -0.007  0.0064
Si  -0.0154  0.0016  0.0059
Si  0.0018  0.0116  0.0092
Si  -0.0101  -0.0043  0.0108
Si  0.0043  0.0106  0.0064
Si  0.0176  0.0099  0.0035
Si  0.0055  -0.0032  0.0127
Si  -0.0011  0.0213  0.0083
Si  0.0059  0.0014  0.0196
Si  -0.0037  -0.0176  0.009
Si  -0.0053  0.0005  0.0218
Si  0.0141  0.0066  0.014
Si  0.0189  0.0123  0.0141
Si  0.0098  0.0107  0.0295
Si  0.0013  0.0003  0.0143
Si  0.0022  -0.0038  -0.014
Si  -0.0171  -0.0186  -0.0132
Si  0.0175  0.0156  -0.0262
Si  -0.0009  0.0094  -0.0216
Si  -0.0168  -0.0052  -0.0176
Si  -0.01  -0.0083  -0.0326
Si  -0.0147  -0.0098  -0.0189
Si  -0.0048  0.0033  -0.0312
Si  0.0203  0.0049  -0.0137
Si  -0.015  0.0057  -0.0121
Si  0.0029  -0.0121  -0.0009
Si  0.0092  0.005  0.0029
Si  -0.0018  -0.0136  -0.0056
Si  0.0049  0.0046  0.0009
Si  -0.0096  0.0109  0.0059
Si  0.0068  -0.0141  0.0003
Si  -0.0023  -0.0054  0.0131
Si  0.007  0.0075  0.017
Si  0.0071  0.0007  0.0094
Si  0.0057  0.0017  0.0196
Si  -0.0022  0.003  0.0141
Si  0.0025  -0.0023  0.0183
Si  -0.0081  0.0017  0.0071
Si  0.0041  0.0129  0.0233
Si  0.0086  -0.0076  -0.0135
Si  -0.0003  0.0102  -0.021
Si  0.0143  -0.006  -0.0309
Si  0.0066  -0.0006  -0.0155
Si  -0.0011  0.0056  -0.0027
Si  0.0025  0.0007  -0.0122
Si  0.0016  -0.004  -0.0071
Si  -0.0139  0.0046  -0.0327
Si  -0.0025  0.0049  -0.0058
Si  -0.0032  -0.0044  -0.0031
Si  0.0013  0.0004  -0.0143
Si  -0.0007  0.0011  -0.0143
Si  -0.0002  -0.0031  -0.0067
Si  -0.0038  -0.0057  -0.0219
Si  -0.0088  -0.008  -0.0178
Si  0.0015  0.0136  -0.0046
Si  -0.0078  0.0024  -0.0019
Si  0.0128  -0.0018  -0.0154
Si  -0.0019  -0.0035  -0.0027
Si  -0.0037  -0.0061  -0.0066
Si  0.0057  0.0063  -0.0132
Si  -0.0018  -0.0027  -0.0038
Si  -0.0007  -0.0054  -0.0026
Si  -0.002  0.0046  -0.0092
Si  -0.0003  -0.0037  -0.0259
Si  0.004  -0.0002  -0.0139
Si  0.0002  -0.0051  -0.0091
Si  0.0067  0.0039  -0.0637
Si  -0.0014  0.0067  -0.0207
Si  -0.0076  0.0004  -0.025
Si  0.0033  -0.0045  -0.0082
Si  -0.0034  -0.0027  -0.0206
Si  -0.0151  -0.0043  -0.0213
Si  0.0058  0.0008  -0.0097
Si  -0.0008  0.0025  -0.0254
Si  -0.0031  -0.0027  -0.0138
Si  0.008  0.0115  -0.0223
Si  0.0191  0.0017  -0.0128
Si  0.0066  -0.0009  -0.0164
Si  0.0011  0.0007  -0.0084
Si  0.0103  -0.0026  0.1977
Si  -0.0392  0.0162  0.1824
Si  -0.0285  0.0151  0.1686
Si  0.0123  0.0149  0.1858
Si  0.0354  -0.0335  0.1625
Si  0.0081  -0.0245  0.1687
Si  -0.007  0.0002  0.1941
Si  -0.0014  0.0099  0.1781
Si  0.0209  0.0707  0.3494
Si  -0.0765  0.0316  0.3943
Si  -0.0807  0.0099  0.2207
Si  0.0594  0.1015  0.2017
Si  0.0542  -0.0701  0.1255
Si  0.0676  -0.0747  0.2494
Si  0.0287  0.0954  0.4388
Si  -0.0846  0.0011  0.2954
Si  0.0253  0.0037  -0.4175
Si  0.0774  -0.142  -0.3038
Si  0.0206  -0.0122  -0.2624
Si  -0.0059  0.0329  -0.3197
Si  -0.1346  0.0016  -0.1417
Si  -0.0671  0.0522  -0.3049
Si  0.1261  -0.0334  -0.3688
Si  -0.0256  -0.0553  -0.3089
Si  0.0206  -0.0228  -0.2005
Si  0.0088  -0.0096  -0.1769
Si  -0.0099  0.0184  -0.1737
Si  0.0277  -0.0283  -0.1751
Si  -0.0096  0.0387  -0.1548
Si  -0.0509  0.0345  -0.1838
Si  0.007  -0.0213  -0.1761
Si  0.0326  -0.0263  -0.1807
O  -0.0019  0.002  0.0021
N  -0.0024  -0.0012  0.0068
O  -0.0014  -0.0057  0.0085
O  0.001  -0.0009  0.0049
O  0.0026  -0.0044  0.0077
N  -0.0043  0.0041  0.0179
O  -0.0005  0.0001  0.0092
O  0.0077  0.0022  0.0009
O  -0.0025  -0.0066  0.0016
O  0.0038  -0.0033  0.0043
O  0.0094  -0.0041  0.013
O  0.0035  0.0001  -0.0023
O  0.0005  -0.0043  0.0109
O  -0.012  -0.0041  0.0194
O  -0.0021  0.0026  0.0101
O  0.0013  0.0026  0.0084
O  0.0015  0.0025  0.0046
N  0.0047  0.0032  0.014
N  -0.0016  -0.0057  0.0068
O  0.0154  -0.0002  -0.0011
O  0.0022  -0.0006  0.0041
O  -0.0026  -0.0021  -0.0003
O  -0.0031  -0.0071  0.0067
N  -0.0046  0.0033  0.0046
N  0.0029  -0.0012  0.0081
O  -0.0046  -0.0007  0.0114
O  -0.0018  0.0003  0.011
O  -0.0035  -0.0003  0.0012
O  -0.0036  0.0043  0.0118
N  0.0001  0.01  0.0071
O  0.0002  -0.0005  0.0078
N  -0.0036  -0.0007  0.0084
O  0.0057  -0.0002  0.0063
O  0.0001  0.0095  -0.0011
O  -0.0052  -0.0066  0.0086
O  -0.0046  0.0072  0.0061
O  -0.0013  0.0009  0.0107
O  -0.0027  0.0051  0.0219
O  0.0037  -0.0032  0.0095
O  -0.0037  -0.0011  0.0051
O  0.0021  -0.0013  0.0167
O  -0.0083  0.0057  -0.0015
O  -0.0052  0.0021  0.0085
O  -0.0062  0.0038  0.0053
O  -0.0067  0.003  0.0142
O  0.0054  -0.0003  -0.0002
O  -0.0014  -0.0014  -0.0006
O  0.0007  -0.0015  0.0002
O  0.0032  0.002  0.0066
O  0.0027  0.0025  0.0121
O  0.0014  -0.0054  0.0117
O  -0.0051  0.0028  0.0109
O  0.0037  0.0004  0.0053
N  0.0024  -0.0017  0.0085
O  0.0029  -0.007  0.0013
O  -0.0005  -0.0027  0.0017
O  -0.0057  -0.003  0.0102
O  -0.0014  -0.0014  -0.0018
O  0.0006  -0.0027  0.0018
O  -0.0024  0.0019  0.0027
N  -0.0069  -0.0049  0.0082
O  0.006  0.0005  0.0212
O  -0.0027  -0.0012  0.0136
O  0.0022  0.0039  0.0076
O  -0.0045  0.0026  0.0077
N  -0.0027  0.0038  0.0002
O  0.0043  -0.0024  0.0115
O  0.0024  -0.0013  0.0187
O  0.0008  0.0004  -0.0017
O  0.0042  -0.004  0.0102
N  0.0013  -0.0002  0.0078
O  -0.0026  -0.0019  0.0025
O  0.0063  -0.0004  -0.0008
O  0.0107  0.0004  0.0034
H  -0.191  0.4022  -0.2304
H  0.3053  -0.3296  -0.2353
H  0.2704  -0.2975  -0.2484
H  -0.266  0.3706  -0.246
H  0.3304  -0.2045  -0.2738
H  -0.2034  0.3412  -0.2979
H  0.2717  -0.3356  -0.2502
H  -0.3165  0.2347  -0.2864
H  -0.2966  0.3213  -0.2843
H  0.3234  -0.2921  -0.3107
H  -0.2696  0.372  -0.2305
H  0.3174  -0.1939  -0.2907
H  -0.2995  0.2439  -0.2439
H  0.3027  -0.2902  -0.2093
H  0.3737  -0.2702  -0.2301
H  -0.3254  0.2007  -0.282
H  0.2559  -0.3291  0.2719
H  -0.3194  0.3166  0.2671
H  0.3133  -0.2012  0.2845
H  -0.3387  0.2742  0.223
H  0.2796  -0.2692  0.2726
H  -0.3243  0.2134  0.2604
H  -0.4008  0.1837  0.2799
H  0.1832  -0.438  0.2706
H  -0.2923  0.3841  0.2801
H  0.3242  -0.2442  0.2706
H  -0.2751  0.305  0.2949
H  0.2188  -0.3216  0.2825
H  0.3007  -0.2919  0.2939
H  -0.3119  0.241  0.2574
H  -0.2392  0.2969  0.2643
H  0.3001  -0.4068  0.231

The program warned: the cutoff lies below the one the program advises for these potential files; the forces do not sum to zero within the program's tolerance; empty levels may hold ghost states of the PAW files; the exchange-correlation potential is rough where the density is thin.
